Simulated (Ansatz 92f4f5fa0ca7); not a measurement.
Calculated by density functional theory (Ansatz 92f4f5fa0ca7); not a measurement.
Periodic cell of 220 atoms, Si132O88, from a study of silicon, its oxide and their interface. The atomic structure is a simulated model.
Doubt: the cutoff is far below the 930 eV that the study's wrapper takes by default for these files, so forces and energies are approximate.
This geometry differs little from another in the collection (a relaxation step or a small displacement).

Settings: functional PBE; potential files Ansatz PAW; basis plane waves; wave-function cutoff 580 eV; density cutoff ratio 5; exchange-correlation grid ratio 1; k mesh 1 x 1 x 1, Gamma-centred; self-consistency stop 5e-08 eV per atom in the density residual; occupations fixed; spin none; net charge 0.

Cell vectors (angstrom)
a 10.938 0 0
b 0 10.938 0
c 0 0 32.682

Atoms and the computed forces on them: element, x, y, z (angstrom), force x, y, z (eV/angstrom)
Si -0.2038 0.0577 25.4049 -0.1625 0.1235 -0.2125
Si 5.6581 -0.1899 25.2907 0.0704 -0.0526 -0.0764
Si 2.5783 3.0155 25.3668 -0.0797 0.1279 -0.2025
Si 8.6629 2.4495 25.1047 0.211 -0.0235 -0.1587
Si 0.1813 5.0648 25.056 0.0423 -0.097 -0.0826
Si 5.2363 5.6681 25.2326 -0.0554 0.0431 -0.0782
Si 3.0184 7.9156 25.1627 0.0693 -0.0843 -0.0725
Si 7.9863 8.5813 25.1216 -0.0529 0.0086 -0.0723
Si 1.4218 1.3277 26.5507 -0.0286 0.0021 -0.0307
Si 6.8711 1.4624 26.4189 -0.0288 -0.0246 0.0459
Si 4.0901 4.1972 26.6683 -0.0185 0.0251 0.0137
Si 9.6306 4.0361 26.5599 0.0428 -0.075 -0.0123
Si 1.2984 6.8068 26.3551 0.0167 -0.0547 -0.0022
Si 6.905 6.8457 26.4082 0.0012 0.0394 -0.0353
Si 4.112 9.5097 26.5637 0.0363 -0.0216 -0.045
Si 9.4905 9.5425 26.6733 -0.028 0.0429 0.0225
Si 2.7641 -0.0382 27.9095 -0.0182 0.0211 -0.0014
Si 8.1445 0.0636 27.9208 0.0303 0.0178 -0.0137
Si 0.0494 2.6876 27.9371 -0.0142 0.0077 -0.0456
Si 5.4861 2.7482 27.8839 0.0066 0.0088 -0.0192
Si 2.654 5.542 27.9165 -0.0117 -0.0092 -0.0181
Si 8.2206 5.456 27.8455 -0.0182 0.0326 -0.0051
Si 0.0093 8.1582 27.8719 -0.0101 0.0111 -0.0123
Si 5.5293 8.1595 27.8906 -0.0205 -0.0103 -0.0036
Si 4.1018 1.3673 29.2638 0.2306 -0.0857 -0.0961
Si 9.5708 1.3673 29.2638 -0.0569 -0.0233 0.2557
Si 1.3673 4.1018 29.2638 -0.0037 0.0977 0.2601
Si 6.8362 4.1018 29.2638 0.1393 0.1071 -0.1432
Si 4.1018 6.8362 29.2638 -0.0494 0.1759 0.0193
Si 9.5708 6.8362 29.2638 0.0601 -0.2813 -0.1538
Si 1.3673 9.5708 29.2638 -0.0511 -0.2289 -0.1036
Si 6.8362 9.5708 29.2638 -0.1574 0.1447 0.1181
Si 0 0 30.631 -0.1186 -0.0354 -0.026
Si 5.469 0 30.631 -0.0192 -0.1045 0.0306
Si 2.7345 2.7345 30.631 0.0096 0.13 -0.0354
Si 8.2035 2.7345 30.631 0.1176 0.0449 0.0141
Si 0 5.469 30.631 -0.0634 -0.1266 0.0308
Si 5.469 5.469 30.631 -0.0868 -0.0437 -0.0376
Si 2.7345 8.2035 30.631 0.1225 0.0641 0.0301
Si 8.2035 8.2035 30.631 0.0265 0.1157 -0.0552
Si 1.3673 1.3673 31.9983 0.038 -0.0496 -0.0229
Si 6.8362 1.3673 31.9983 -0.004 -0.013 -0.0438
Si 4.1018 4.1018 31.9983 0.0537 -0.0631 0.0069
Si 9.5708 4.1018 31.9983 -0.0388 0.0507 -0.0054
Si 1.3673 6.8362 31.9983 -0.0088 -0.0236 -0.0503
Si 6.8362 6.8362 31.9983 0.003 0.0007 -0.0311
Si 4.1018 9.5708 31.9983 -0.0742 0.0966 0.0055
Si 9.5708 9.5708 31.9983 0.0513 -0.038 0.0096
Si 2.7345 0 0.6835 0.0432 -0.0785 0.0008
Si 8.2035 0 0.6835 -0.0523 0.0499 -0.0039
Si 0 2.7345 0.6835 -0.0295 0.0273 0.0216
Si 5.469 2.7345 0.6835 -0.0181 0.0349 0.0512
Si 2.7345 5.469 0.6835 -0.0493 0.0454 -0.0057
Si 8.2035 5.469 0.6835 0.0699 -0.0812 -0.0173
Si 0 8.2035 0.6835 0.0153 0.0216 0.0503
Si 5.469 8.2035 0.6835 0.0003 0.0214 0.0269
Si 4.1018 1.3673 2.0507 -0.0823 -0.0445 -0.0228
Si 9.5708 1.3673 2.0507 -0.001 -0.131 0.0649
Si 1.3673 4.1018 2.0507 0.0585 0.0021 0.0496
Si 6.8362 4.1018 2.0507 0.0764 0.113 -0.0417
Si 4.1018 6.8362 2.0507 -0.0417 -0.115 0.0628
Si 9.5708 6.8362 2.0507 -0.1654 -0.0851 -0.053
Si 1.3673 9.5708 2.0507 0.0675 0.155 -0.0815
Si 6.8362 9.5708 2.0507 0.1063 0.0353 0.0415
Si 0 0 3.418 0.2972 -0.0753 -0.5897
Si 5.469 0 3.418 -0.0644 0.1714 0.2083
Si 2.7345 2.7345 3.418 0.0715 -0.0605 0.0371
Si 8.2035 2.7345 3.418 -0.3392 0.2536 0.1815
Si 0 5.469 3.418 -0.1366 -0.0509 0.1378
Si 5.469 5.469 3.418 0.1464 -0.1534 -0.0437
Si 2.7345 8.2035 3.418 -0.1275 0.2647 0.0894
Si 8.2035 8.2035 3.418 -0.0542 -0.248 -0.3487
Si 1.3186 1.3838 4.7665 0.0219 -0.0081 0.0355
Si 6.8044 1.3987 4.8248 0.0087 0.0033 0.0146
Si 4.1779 4.0296 4.791 -0.0086 0.0089 0.0163
Si 9.5207 4.1337 4.8126 0.0097 -0.0143 0.0114
Si 1.3594 6.8443 4.7808 0.0248 -0.0082 0.0044
Si 6.7771 6.8961 4.7816 0.0134 0.0045 0.012
Si 4.0684 9.6145 4.8087 0.0294 -0.0165 0.0141
Si 9.6694 9.483 4.6889 0.0152 -0.0244 0.0119
Si 2.6709 0.0295 6.1697 -0.062 0.0347 -0.0231
Si 8.3082 -0.0568 5.8954 0.0123 0.0159 0.0209
Si -0.0851 2.707 6.1577 0.0365 -0.0081 0.0194
Si 5.4248 2.6725 6.3941 -0.0303 -0.043 0.0042
Si 2.8073 5.4814 6.0137 0.0391 -0.0349 0.0223
Si 8.1343 5.5417 6.1606 -0.0464 0.0357 0
Si -0.0021 8.1681 6.2144 -0.0094 0.0097 -0.0093
Si 5.4129 8.2699 6.2078 -0.021 -0.0415 0.0216
Si 3.5701 1.6182 7.6787 -0.0306 0.0696 0.139
Si 9.8015 0.9569 7.3949 0.0106 -0.134 0.0639
Si 1.5344 3.9857 7.2399 0.0735 -0.037 0.1485
Si 6.5671 4.4391 7.5302 -0.0386 0.0915 0.0852
Si 4.2634 6.6343 7.4954 0.055 -0.0628 0.0276
Si 9.2058 7.1782 7.5117 -0.0819 0.051 0.0879
Si 1.1844 9.7425 7.5292 -0.0611 0.1058 0.101
Si 7.0889 9.5137 7.3014 0.0715 0.0391 0.1068
O 1.423 4.0199 24.7273 0.0713 -0.0561 0.1572
O 6.7654 9.6376 24.8095 -0.0208 -0.0187 0.1091
O 2.5788 2.9187 7.9644 -0.0676 0.0427 -0.1672
O 8.119 8.3655 7.9528 -0.0043 -0.0419 -0.1268
O 5.3994 5.5323 7.9695 0.0364 -0.0098 -0.115
O 0.0485 -0.0625 7.966 -0.0196 0.0322 -0.1075
O 4.1357 6.7861 24.667 0.0152 0.0036 0.1523
O 9.6492 1.1593 24.8249 0.1164 -0.078 0.17
O 1.8666 9.1801 8.9397 -0.0138 0.0055 -0.0765
O 0.8155 4.9441 8.3444 -0.0083 -0.0116 -0.008
O 8.8797 1.265 8.7319 0.0377 -0.0035 -0.0486
O 6.6002 10.6858 8.4096 -0.008 -0.0685 -0.0865
O 3.5386 0.8928 9.174 0.0331 0.0296 -0.1539
O 3.587 7.1809 8.8926 -0.0194 0.012 -0.034
O 7.3312 4.0672 8.9566 -0.0087 0.0244 -0.1534
O 9.7529 6.5764 8.9485 0.0159 -0.0106 -0.0554
O 3.5042 2.5468 24.0901 -0.0344 -0.0332 0.1179
O 5.0703 0.3909 23.8664 -0.0502 0.0377 0.0404
O 8.6732 3.0831 23.5617 -0.0412 -0.0612 0.1545
O 10.3662 5.1981 23.5606 0.048 0.0341 0.1175
O 8.623 8.3709 23.6185 -0.0109 -0.0064 0.1127
O 2.4528 8.5523 23.7456 -0.0371 0.0471 0.0574
O 5.8593 4.8262 23.9578 -0.0114 0.0127 0.0749
O 0.2624 10.0493 24.131 0.0568 0.0416 0.1223
Si 4.0158 9.1712 12.1853 0.0513 0.0113 0.0661
Si 13.4999 3.8754 13.77 0.0031 -0.0159 -0.0363
Si 3.1797 0.7406 10.7619 0.0002 0.0128 0.1456
Si 9.3114 4.3107 22.6591 -0.0145 -0.0017 -0.0514
Si 11.4987 -2.5 20.8309 0.0122 -0.0113 -0.0719
Si 12.1927 1.3629 14.9883 -0.0129 0.0091 -0.0637
Si 5.1899 13.1591 20.9055 0.0228 -0.0272 -0.0602
Si 8.2968 10.5551 17.6632 -0.0295 -0.0041 0.0649
Si 3.3314 10.1358 15.1725 0.0338 -0.0293 -0.0361
Si 2.4913 8.0492 17.1172 0.0448 0.0239 0.0601
Si 7.7901 0.4915 20.5425 -0.0149 0.0009 -0.047
Si 7.1851 12.5635 13.6549 0.0432 -0.0008 0.0131
Si 10.8937 3.9489 12.0365 0.0253 -0.0131 0.0872
Si 2.4284 -3.0459 9.7986 0.0313 -0.0032 0.0753
Si 7.5927 11.484 9.4585 0.0369 -0.0431 0.0899
Si -6.6486 4.3312 18.8163 0.0522 0.0139 0.0514
Si 8.5426 -0.737 11.9786 0.0256 0.0115 0.1092
Si 0.2612 0.846 12.0764 -0.0123 0.0025 0.0578
Si 6.6785 8.5051 13.5201 0.0141 0.0347 -0.0421
Si 3.7693 1.167 23.281 0.042 0.0464 -0.1138
Si 10.9496 -1.4313 17.875 -0.0126 -0.036 0.0661
Si 6.9178 3.4381 10.3922 -0.0399 0.0148 0.1879
Si 6.6394 5.8711 15.3399 0.0352 -0.0332 0.0169
Si 7.2436 5.3547 18.3725 -0.0491 -0.0046 0.0363
Si 3.5224 5.2721 16.1939 0.0029 -0.0268 -0.0018
Si 6.1689 7.1752 20.625 -0.0058 -0.0057 -0.0481
Si -6.2043 13.9814 12.0872 0.0233 0.0243 0.0517
Si 9.349 3.2433 19.7931 -0.0585 -0.0348 -0.0169
Si 10.5144 1.5287 17.5551 -0.0091 -0.008 0.0196
Si 8.5727 8.8051 22.0349 -0.0349 0.0134 -0.1397
Si 6.3935 4.7613 22.4231 -0.0182 0.0228 -0.1502
Si 11.0724 5.8104 9.524 0.0102 -0.08 0.0221
Si -4.8219 10.8327 15.6191 0.0406 0.0094 0.0107
Si 1.6044 -1.0881 23.234 -0.084 -0.0131 -0.0955
Si 3.2395 7.2186 19.8945 0.0248 -0.0046 0.0171
Si 8.3061 4.1457 13.17 0.0456 0.0085 0.082
O 1.8101 7.3126 20.7731 0.0086 0.0051 0.0058
O 8.0043 -0.4704 19.2523 0.0151 -0.0118 -0.0354
O 9.8607 4.6283 13.1306 -0.0223 -0.0311 -0.0323
O 6.8611 -0.6441 16.9525 -0.0023 0.0018 0.0046
O -0.8019 -0.3877 11.8653 0.0095 0.0138 -0.0427
O 2.446 11.2051 23.4395 -0.0183 0.0027 0.046
O 3.9875 1.5146 21.729 -0.0293 -0.0261 0.1077
O 3.3568 9.6606 13.6055 -0.014 0.0172 0.0398
O 4.2127 10.5246 11.2934 0.0004 0.0015 -0.0613
O 1.194 6.8884 10.1045 -0.0039 0.0014 -0.0298
O 3.5468 5.6261 19.5375 -0.0117 -0.0105 -0.0145
O 5.6919 5.8844 21.5033 0.0004 -0.0404 0.0787
O 3.4676 8.794 16.0672 -0.0241 0.0076 -0.0018
O 6.9844 6.7198 19.256 0.0017 -0.0065 -0.0011
O 1.2059 9.6828 21.6715 0.0354 0.0265 0.1165
O 6.9119 1.7934 10.2603 -0.0104 -0.0174 -0.0719
O 13.8943 -2.6869 18.6553 -0.002 -0.0068 -0.0405
O 13.3241 13.3419 14.4518 -0.0109 -0.0212 0.0239
O 4.3378 2.964 19.7119 -0.0056 0.0248 -0.0091
O 2.6885 6.4807 16.8631 -0.0181 0.0071 -0.0062
O 7.2175 8.147 21.3892 0.0301 0.0164 0.0605
O 9.9624 3.8913 21.1937 0.001 0.0173 0.0707
O 9.4119 20.3403 17.2984 0.0151 0.0187 -0.0145
O 6.826 7.3168 14.6106 -0.0025 -0.0084 0.015
O -2.3288 1.8909 20.3469 0.0339 0.027 0.0093
O 5.3851 14.7656 10.8148 0.0086 -0.0158 -0.0545
O 5.4192 8.3545 12.4599 0.0001 0.0112 0.001
O 3.5335 2.1059 11.5558 -0.0167 0.0008 -0.0457
O 7.278 15.839 14.1789 -0.0114 0.0261 -0.0014
O 13.452 4.9342 14.9763 0.0059 0.0091 0.0283
O 0.3665 11.1073 18.0522 0.0028 0.0075 -0.0125
O 7.9964 10.2636 10.4546 -0.0047 0.0572 -0.0702
O -4.1226 12.2259 15.1923 -0.0366 -0.0205 0.0129
O 6.289 9.7787 14.4211 -0.0174 0.0103 0.0085
O 8.0891 8.7777 12.6893 -0.0283 -0.0049 -0.0097
O 4.0338 4.0856 13.1061 -0.0238 -0.022 -0.0081
O 10.6756 13.2933 11.6549 -0.0017 0.0057 -0.0393
O 6.0457 3.2976 21.7948 0.004 0.0146 0.0718
O 7.7664 0.3904 12.8202 -0.0133 0.0045 -0.0127
O -2.9659 5.1744 22.3142 0.0076 0.0154 0.0626
O 10.4785 2.7243 18.6941 0.0331 -0.0202 -0.03
O 5.0465 5.6074 15.6566 -0.0044 0.0132 -0.0105
O 7.4693 5.7314 16.7723 -0.0053 0.0202 -0.0476
O 0.1588 -2.093 19.3316 -0.0058 0.0073 0.0138
O 3.5792 4.1024 17.3529 -0.0078 0.0165 -0.024
O 1.6099 0.4603 11.2028 0.0267 -0.0065 -0.0588
O 5.8603 4.5388 18.4811 -0.0017 -0.0132 -0.0158
O 10.0029 -2.7875 21.4896 -0.0079 0.0048 0.0449
O 4.678 7.8585 20.4277 -0.0278 -0.0177 -0.0044
O 0.3917 0.9031 13.697 0.0284 0.0123 0.0446
O 1.9757 0.012 15.5241 0.01 -0.0001 0.0036
O 8.4205 2.6495 13.7669 -0.0408 0.012 -0.0155
O 6.2217 0.9903 20.5543 0.0013 0.0043 0.0324
O 5.8686 2.2196 12.9097 -0.0136 -0.0086 -0.0304
O 8.4233 4.3816 19.0107 0.0145 -0.0053 0.0205
O 0.9781 8.6289 16.8978 -0.0116 0.002 -0.0456
O 12.3788 4.1773 12.6444 -0.0201 -0.0005 -0.0181
O 8.9515 1.0768 17.2672 0.0172 0.01 -0.0342
O 11.2591 2.0109 16.1726 -0.0056 0.0096 0.0109
O 3.0196 8.2423 11.2832 -0.0605 -0.0242 -0.1056
O 10.6539 4.7789 10.6791 0.0086 0.043 -0.0737
O 7.839 4.0581 11.5925 -0.0003 -0.005 -0.0612
O 8.3555 -0.4871 21.7658 0.023 -0.0161 0.0449
O 4.5253 11.1123 15.7126 -0.0208 -0.0251 0.0095

Results
free energy: -133961.624 eV
free energy less fixed offsets of O -568.88, Si -635.61 eV per atom: 0.336 eV

The program warned: the cutoff lies below the one the program advises for these potential files; the forces do not sum to zero within the program's tolerance; the exchange-correlation potential is rough where the density is thin.
